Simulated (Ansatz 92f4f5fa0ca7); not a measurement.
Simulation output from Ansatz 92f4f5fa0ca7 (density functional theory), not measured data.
Periodic cell of 223 atoms, Si133O90, from a study of silicon, its oxide and their interface. The atomic structure is a simulated model.
Doubt: the cutoff is far below the 930 eV that the study's wrapper takes by default for these files, so forces and energies are approximate.
This geometry differs little from another in the collection (a relaxation step or a small displacement).

Settings: functional PBE; potential files Ansatz PAW; basis plane waves; wave-function cutoff 580 eV; density cutoff ratio 5; exchange-correlation grid ratio 1; k mesh 1 x 1 x 1, Gamma-centred; self-consistency stop 5e-08 eV per atom in the density residual; occupations fixed; spin none; net charge 0.

Cell vectors (angstrom)
a 10.938 0 0
b 0 10.938 0
c 0 0 32.742

Atoms: element, x, y, z (angstrom)
Si 0.3698 -0.1015 25.3672
Si 5.139 0.2447 25.0644
Si 2.8421 2.3995 25.3922
Si 7.7777 3.103 25.2839
Si 0.5173 5.833 24.9177
Si 5.4002 5.2276 25.2851
Si 2.4706 8.5003 25.2091
Si 7.6977 8.0857 24.7057
Si 1.4118 1.3243 26.8486
Si 6.7409 1.3462 26.464
Si 3.9452 4.0574 26.639
Si 9.4739 4.0544 26.6004
Si 1.3514 7.037 26.6842
Si 6.6315 6.877 26.4613
Si 4.1092 9.6029 26.4921
Si 9.662 9.6838 26.5576
Si 2.8047 -0.0695 28.0335
Si 8.1638 0.0359 27.8804
Si -0.0476 2.7543 27.9993
Si 5.4349 2.7313 27.9436
Si 2.6727 5.5233 27.96
Si 8.1623 5.5731 27.8805
Si -0.0618 8.2936 28.0225
Si 5.4205 8.2401 27.9258
Si 4.1018 1.3673 29.3238
Si 9.5708 1.3673 29.3238
Si 1.3673 4.1018 29.3238
Si 6.8362 4.1018 29.3238
Si 4.1018 6.8362 29.3238
Si 9.5708 6.8362 29.3238
Si 1.3673 9.5708 29.3238
Si 6.8362 9.5708 29.3238
Si 0 0 30.691
Si 5.469 0 30.691
Si 2.7345 2.7345 30.691
Si 8.2035 2.7345 30.691
Si 0 5.469 30.691
Si 5.469 5.469 30.691
Si 2.7345 8.2035 30.691
Si 8.2035 8.2035 30.691
Si 1.3673 1.3673 32.0583
Si 6.8362 1.3673 32.0583
Si 4.1018 4.1018 32.0583
Si 9.5708 4.1018 32.0583
Si 1.3673 6.8362 32.0583
Si 6.8362 6.8362 32.0583
Si 4.1018 9.5708 32.0583
Si 9.5708 9.5708 32.0583
Si 2.7345 0 0.6835
Si 8.2035 0 0.6835
Si 0 2.7345 0.6835
Si 5.469 2.7345 0.6835
Si 2.7345 5.469 0.6835
Si 8.2035 5.469 0.6835
Si 0 8.2035 0.6835
Si 5.469 8.2035 0.6835
Si 4.1018 1.3673 2.0507
Si 9.5708 1.3673 2.0507
Si 1.3673 4.1018 2.0507
Si 6.8362 4.1018 2.0507
Si 4.1018 6.8362 2.0507
Si 9.5708 6.8362 2.0507
Si 1.3673 9.5708 2.0507
Si 6.8362 9.5708 2.0507
Si 0 0 3.418
Si 5.469 0 3.418
Si 2.7345 2.7345 3.418
Si 8.2035 2.7345 3.418
Si 0 5.469 3.418
Si 5.469 5.469 3.418
Si 2.7345 8.2035 3.418
Si 8.2035 8.2035 3.418
Si 1.392 1.3423 4.7902
Si 6.8676 1.3335 4.8425
Si 4.1485 4.0409 4.7191
Si 9.5862 4.1029 4.852
Si 1.3936 6.8168 4.7845
Si 6.8917 6.782 4.7491
Si 4.0761 9.5721 4.793
Si 9.6093 9.564 4.7346
Si 2.7792 0.0382 6.2332
Si 8.3627 0.0011 6.165
Si 0.0675 2.7103 6.1909
Si 5.5073 2.7591 6.1693
Si 2.7157 5.309 6.0496
Si 8.2675 5.5392 6.2541
Si 0.1007 8.2976 6.0951
Si 5.3506 8.0058 6.0084
Si 3.9272 1.6598 7.5392
Si 9.9081 1.1153 7.5262
Si 1.6338 3.8526 7.5202
Si 6.6463 4.3416 7.5101
Si 4.2804 6.3994 7.3333
Si 9.577 7.1576 7.4735
Si 1.2064 9.8137 7.5698
Si 7.5192 9.4827 7.7874
O 8.0817 6.9137 23.6323
O 4.0124 1.422 24.7644
O 8.5827 8.2828 8.219
O 2.7828 2.7506 8.1008
O 10.4795 4.6106 25.3837
O 1.4052 9.688 24.7431
O 6.173 8.8342 7.1645
O 0.0728 -0.0121 8.0675
O 5.4687 5.4194 7.974
O 6.9311 10.2982 9.0882
O 9.8222 4.1766 9.2215
O 1.818 9.0984 8.9427
O 4.7371 0.9837 8.8183
O -0.2903 6.4964 8.5591
O 9.1212 1.6836 8.8713
O 3.4476 7.0178 8.6049
O 9.0527 8.6216 25.4383
O 8.4864 2.8621 23.833
O 6.5905 4.1754 24.866
O 1.906 2.7332 24.0829
O 10.8234 0.8829 24.1246
O -0.1906 6.604 23.6565
O 2.9327 7.7023 23.8132
O 7.1206 9.3636 23.845
Si 7.1224 1.678 20.9804
Si 5.0222 1.6223 17.1835
Si 2.2838 11.58 18.1759
Si 8.7933 5.3934 14.7287
Si 3.8693 4.3048 12.9649
Si 6.825 10.7091 18.6519
Si 1.1911 4.4135 11.9364
Si 0.8421 0.5406 20.7208
Si 8.8435 8.2928 18.294
Si 6.3368 7.1118 15.6976
Si 8.6578 3.102 9.5437
Si 3.2607 7.3209 15.1975
Si 9.409 3.1393 12.4976
Si 5.5114 12.9086 14.2062
Si 0.7713 1.95 23.236
Si 2.6449 5.2511 20.3045
Si -0.8703 7.9405 15.4011
Si 5.397 10.6259 9.57
Si 0.705 2.983 19.0503
Si 9.3991 6.5739 22.7343
Si -5.8607 -2.1329 20.3669
Si 0.2573 5.0456 9.1106
Si 1.6825 15.8439 14.7989
Si -0.3282 8.6564 20.7239
Si 14.7914 7.4748 12.4054
Si 3.0878 6.0911 23.4501
Si 6.0522 10.3199 23.0211
Si -2.4116 1.5514 14.8082
Si 5.399 3.7631 19.4331
Si 3.1619 8.3392 9.5034
Si 2.2622 7.5259 19.6876
Si 5.6914 10.1836 12.5831
Si -1.7738 3.4488 22.4759
Si -0.7319 3.5281 16.444
Si 7.8521 9.5532 14.4432
Si 6.6686 6.5265 18.8723
Si 1.713 8.9289 16.8798
O 1.7593 13.1262 18.0669
O 5.0445 3.164 13.1494
O 9.2989 1.7682 13.3769
O 4.7167 12.9378 15.6341
O 2.8441 7.6889 13.6641
O -2.5506 2.6484 21.2935
O 3.0233 7.7936 11.0345
O 0.037 3.2573 12.0247
O 9.2383 7.8458 16.7947
O 1.4066 4.2007 19.9157
O 5.8367 7.4065 19.9744
O 0.056 12.7406 19.9979
O 2.1597 6.1938 15.7029
O 9.3046 8.8462 14.2904
O 2.0373 11.024 19.7003
O 6.3561 11.6302 17.3881
O 4.9669 8.6954 12.5658
O 5.8699 2.6607 20.5539
O -0.8267 8.7498 19.1762
O -4.4322 4.9483 19.2205
O 7.2472 9.8317 12.9543
O -3.3599 11.6729 19.7298
O 1.7169 7.9695 18.2038
O 8.4697 2.9941 11.1618
O 9.003 4.5786 16.1259
O 1.5439 1.1101 22.0706
O -8.9591 5.3057 24.3631
O -4.1448 8.6475 15.325
O 3.1482 8.6393 16.1472
O 18.768 9.5502 18.148
O 7.3254 6.1013 14.8574
O 11.516 8.5411 15.7746
O -1.3734 7.791 21.6406
O 1.0805 7.8585 20.7765
O -11.0737 10.2329 21.1505
O -2.7527 0.0176 15.1945
O 3.1257 4.2176 14.4338
O -0.1969 -7.879 22.5534
O -0.4352 3.5831 18.0473
O 1.5257 10.5167 17.1931
O 4.4204 9.348 9.356
O 5.5163 -0.0088 11.155
O 5.3377 9.3161 21.9101
O -1.3841 2.0956 15.9739
O 6.7116 0.6792 22.2273
O 4.6142 5.6768 23.8913
O 2.7275 3.8212 11.8638
O 0.6428 3.9365 15.6129
O 1.0779 16.2376 13.3123
O 5.2397 22.3191 13.631
O 4.0079 15.4033 19.8825
O -0.8978 -4.4756 14.7177
O 2.8142 5.6392 21.9084
O 7.2582 3.6251 8.8745
O 19.863 15.3785 13.3984
O -3.8608 2.2973 14.5934
O 6.2656 6.8558 17.3137
O 4.3413 5.8583 12.4951
O 0.9124 5.2992 10.5931
O 8.2234 6.9773 19.0316
O 3.5091 8.4825 20.1369
O -1.8212 5.0627 22.1608
O 3.8376 11.6238 17.7784
O 16.1093 3.0198 18.0043
O 5.5416 -0.9386 19.3655
O 4.8113 6.8199 15.2018

Results
free energy: -135734.443 eV
free energy less fixed offsets of O -568.88, Si -635.61 eV per atom: 0.887 eV

Forces (eV/angstrom), in the order of the atoms: element, x, y, z
Si 0.0054 0.0011 -0.0101
Si -0.014 0.0049 0.0116
Si -0.0181 0.0133 -0.0076
Si -0.0022 0.0052 -0.0054
Si -0.0088 -0.0073 0.0048
Si 0.009 -0.0048 0.0036
Si -0.0107 0.0026 -0.0146
Si -0.0088 0.0103 0.011
Si 0.0009 0.0043 0.0074
Si -0.0052 0.0068 0.0023
Si -0.0065 0.0071 -0.0033
Si 0.002 0.0029 0.0026
Si 0.0002 0.0025 0.0025
Si 0.0026 -0.0072 0.0031
Si 0.0099 0.0111 0.0076
Si -0.0105 -0.0054 0.0011
Si 0.0004 -0.0042 -0.0036
Si -0.0009 0.0004 0.0055
Si -0.0014 0.0002 -0.0003
Si 0.0113 -0.006 0.0043
Si 0.0042 -0.0045 0.0048
Si -0.0041 -0.0026 0.0002
Si -0.0005 -0.0022 0.0066
Si -0.0023 -0.0017 -0.0019
Si 0.3203 -0.0915 0.3837
Si -0.3601 -0.1688 -0.0035
Si -0.2296 0.2414 0.1015
Si 0.0343 0.1648 -0.4954
Si -0.1061 0.0996 -0.1053
Si -0.3295 0.2 0.0355
Si 0.1884 -0.0515 0.6195
Si -0.0461 0.1259 -0.3987
Si 0.0658 -0.0069 -0.008
Si 0.0453 0.0892 0.0371
Si 0.0138 -0.0483 -0.0476
Si 0.0405 -0.0342 -0.0265
Si -0.0011 -0.1026 -0.0005
Si 0.0502 0.0082 -0.0613
Si -0.0813 -0.066 0.0654
Si 0.0698 -0.0644 -0.0074
Si -0.059 0.0613 0.0086
Si -0.0675 -0.0277 -0.014
Si -0.0073 0.0039 -0.0135
Si 0.0002 0.0558 -0.0297
Si 0.0144 0.0468 -0.0062
Si -0.0157 0.0504 -0.0002
Si -0.0016 -0.0075 -0.0416
Si -0.0303 -0.0144 -0.0047
Si 0.0956 -0.0758 -0.0082
Si 0.0341 0.0591 0.0272
Si -0.0143 0.0197 0.0162
Si 0.0508 -0.0633 0.0074
Si -0.0423 -0.0198 0.0313
Si 0.0577 -0.0407 0.0136
Si 0.0223 -0.0296 0.0093
Si -0.0336 -0.0044 0.0031
Si -0.086 0.0525 -0.0182
Si 0.0901 0.0296 0.04
Si 0.0112 -0.0247 0.035
Si -0.1103 0.0493 -0.0137
Si 0.0789 0.0795 0.0285
Si -0.0448 0.056 -0.0106
Si -0.0773 -0.0071 -0.0298
Si -0.0105 -0.0321 0.0153
Si 0.1959 0.153 -0.3045
Si 0.0691 -0.0333 0.2966
Si -0.0064 -0.3546 -0.3097
Si 0.0782 -0.0215 0.478
Si -0.0762 -0.0519 0.2219
Si 0.1583 -0.178 -0.3665
Si -0.0707 -0.0189 -0.0805
Si 0.125 -0.0447 -0.2231
Si -0.0054 -0.0031 0.001
Si 0.0001 -0.0002 -0.002
Si 0.0049 0.0062 0.0038
Si -0.001 -0.0042 -0.0019
Si 0.0006 0.0055 -0.0023
Si 0.0007 -0.0018 -0.0004
Si 0.0014 0.0003 -0.0027
Si 0.0033 0.0014 -0.0018
Si 0.0009 -0.0001 -0.0022
Si 0.003 0.0002 0.0033
Si 0.0073 0.0087 -0.004
Si -0.0023 0.0011 -0.0024
Si 0.0011 -0.0075 -0.0037
Si -0.0038 -0.0034 -0.0029
Si 0.0005 0.0023 -0.0031
Si 0.0114 0.0086 0.0104
Si 0.0104 -0.004 0.0061
Si -0.0028 -0.0165 0.0085
Si 0.0081 -0.0083 -0.0043
Si -0.0061 0.0016 0.0089
Si 0.0019 0.0019 0.0161
Si 0.0025 0.0106 0.0104
Si -0.0085 -0.001 0.0092
Si -0.0034 -0.0131 -0.0079
O 0.0002 -0.0009 -0.0042
O 0.0223 -0.0176 0.0006
O -0.0049 0.0023 -0.0069
O -0.0132 0.0135 -0.0015
O 0.0002 -0.002 0.005
O 0.0005 -0.0018 0.0096
O 0.0013 0.0029 -0.0041
O -0.0025 0.003 -0.0061
O -0.0016 0.0013 -0.0056
O 0.0014 -0.0008 0.0038
O 0.0046 0.0046 0.0005
O 0.0027 -0.0009 -0.0018
O -0.0031 0.002 -0.0042
O -0.0026 -0.0045 -0.0018
O 0.0031 0.0008 -0.0039
O 0.0028 -0.0005 -0.0071
O -0.0008 0.0033 -0.0017
O -0.0002 0.0013 0.0028
O 0.0001 0.0004 0.0055
O 0.0055 0.0014 0.0136
O -0.0022 -0.0055 0.0055
O 0.0019 0.0022 -0.0017
O 0.0044 0.0014 0.0016
O 0.0075 -0.0035 0.0018
Si 0.002 0.0048 -0.0055
Si -0.0003 -0.0004 0.0016
Si 0.0011 0.0002 0.0013
Si -0.0004 0.001 0.0023
Si 0.0007 0.0009 -0.0008
Si 0.0008 0.0003 -0.001
Si 0.0012 -0.0033 0.0022
Si 0.0004 0.0008 0.0001
Si 0.0005 -0.0006 0.0012
Si 0.0004 0.0001 0.0009
Si -0.0039 -0.0037 -0.0043
Si 0 0.0005 0.0008
Si 0.0017 0.0001 0.001
Si -0.0002 0.0004 0.002
Si 0.0022 -0.0006 0
Si 0.0029 -0.0009 -0.0091
Si 0.0001 0 0.0005
Si -0.0013 0.0016 -0.0062
Si -0.0023 -0.0024 -0.0019
Si 0.0026 0.0007 -0.0028
Si 0.003 0.0032 -0.0059
Si 0.0005 0.002 0.0006
Si -0.0009 0.0008 0.0033
Si -0.0022 0.0015 -0.0022
Si -0.0003 -0.0004 -0.0013
Si 0.0015 0.003 0.01
Si 0.0067 -0.0055 -0.0058
Si 0.0001 -0.0001 0.002
Si 0.0032 -0.0024 -0.0015
Si -0.0038 -0.0042 -0.0061
Si -0.0031 0.0001 -0.0012
Si 0.0006 -0.0008 0.0007
Si -0.0029 -0.0043 0.0024
Si 0.0001 0.0005 0.0013
Si 0.0012 0.0004 0.0016
Si 0.002 -0.0005 -0.0009
Si -0.0002 0.0026 -0.002
O -0.0003 0.0023 0.0011
O 0.0005 -0.0001 0.0012
O -0.0004 0.0011 0.0006
O 0.0002 0.0001 0.0003
O 0 0.0011 0.0018
O -0.0016 -0.0012 0.0012
O 0.0001 0.0009 -0.0006
O -0.0019 0.0003 0.0006
O -0.001 0.0005 0.0016
O 0.0038 0.004 0.0058
O -0.0018 0.0001 0.0033
O 0.0001 0.0007 0.0014
O -0.0002 0.001 0.0009
O -0.0008 0.0005 0.001
O -0.0003 -0.0004 0.0012
O 0.0007 0.0002 0.0014
O 0.0008 0.0019 0.0012
O -0.0002 0.0004 0.0021
O 0.0008 -0.0004 0.001
O -0.0012 0.0004 0.0018
O -0.0011 0.0003 0.0007
O -0.0003 0.0002 0.0029
O 0.0019 -0.0024 0.0066
O -0.0004 0.0002 0.0001
O 0.0003 0.0002 0.0004
O 0.0007 0.0006 0.0035
O 0.0013 -0.0035 -0.0022
O -0.0003 0.0005 0.0006
O -0.001 0.0001 0.0012
O -0.001 0.0013 0.0012
O -0.001 0.0006 0.0002
O 0.0006 0.0006 0.0011
O 0 0.0001 0.0027
O 0.0035 -0.0017 0.0018
O -0.001 0.0002 0.0025
O -0.0002 0.0004 0.0006
O 0.0009 -0.0004 0.0003
O 0.0005 0.0025 0.0018
O 0.0015 -0.0001 0.0023
O -0.0006 -0.0007 0.0007
O 0.0017 0.0007 0.0016
O 0.0006 0.0005 0.003
O 0.0019 0.004 0.0044
O -0.0004 -0.0006 -0.0007
O -0.0048 -0.0082 0.007
O -0.0062 0.0021 -0.0022
O -0.0013 0.0004 0.0012
O -0.0006 0.0009 0.0001
O -0.0008 0.0013 -0.0005
O 0 0.0004 0.0008
O -0.0077 0.0044 0.0046
O 0.0005 -0.0001 0.0012
O -0.0005 -0.0013 0.0048
O 0.0019 0.001 -0.0028
O -0.0004 0.0001 -0.0003
O -0.0004 0.0004 0.0001
O -0.0005 0.0004 0.0022
O 0.0004 0.0005 0.0019
O -0.0008 0.0026 0.0003
O -0.001 0.0002 0.0015
O -0.0012 -0.0004 0.0028
O -0.0002 0.0024 0.0023
O -0.0011 0 0.0009
O -0.0005 0.0012 0.0014
O -0.0019 -0.0012 0.0047
O 0 0.0005 0.0005

The program warned: the cutoff lies below the one the program advises for these potential files; the forces do not sum to zero within the program's tolerance; the exchange-correlation potential is rough where the density is thin.
